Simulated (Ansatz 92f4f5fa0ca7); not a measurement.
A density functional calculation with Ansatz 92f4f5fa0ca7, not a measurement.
Periodic cell of 406 atoms, Si266O140, from a study of silicon, its oxide and their interface. The atomic structure is a simulated model.
Doubt: the cutoff is far below the 930 eV that the study's wrapper takes by default for these files, so forces and energies are approximate.
This geometry differs little from another in the collection (a relaxation step or a small displacement).

Settings: functional PBE; potential files Ansatz PAW; basis plane waves; wave-function cutoff 580 eV; density cutoff ratio 5; exchange-correlation grid ratio 1; k mesh 1 x 1 x 1, Gamma-centred; self-consistency stop 5e-08 eV per atom in the density residual; occupations fixed; spin none; net charge 0.

Cell vectors (angstrom)
a, 15.4687, 0, 0
b, 0, 12.8259, 0
c, 0, 0, 35.8867

Atoms and the computed forces on them: element, x, y, z (angstrom), force x, y, z (eV/angstrom)
Si, -0.0371, 1.1781, 33.2287, -0.0183, -0.0151, -0.0242
Si, 3.8388, 1.1812, 33.2041, -0.0128, -0.0046, -0.0295
Si, 7.7073, 1.175, 33.2314, -0.0103, -0.0048, -0.0285
Si, 11.5938, 1.1746, 33.2148, 0.0044, 0.0104, -0.0162
Si, 1.9386, 7.5882, 33.2019, -0.0021, 0.0064, -0.0099
Si, 5.809, 7.592, 33.2165, 0.01, 0.0049, -0.0207
Si, 9.6576, 7.5974, 33.2115, 0.0124, -0.0007, -0.0134
Si, 13.557, 7.5958, 33.228, 0.015, -0.0058, -0.0101
Si, 1.9336, 5.247, 33.6198, -0.0511, 0.1542, -0.2019
Si, 5.8008, 5.247, 33.6198, -0.0786, 0.0855, -0.1973
Si, 9.6679, 5.247, 33.6198, -0.191, 0.2391, 0.148
Si, 13.5351, 5.247, 33.6198, 0.1689, 0.2111, 0.2409
Si, 0, 11.6599, 33.6198, -0.1119, 0.0582, -0.1759
Si, 3.8672, 11.6599, 33.6198, 0.0123, 0.1464, -0.0699
Si, 7.7343, 11.6599, 33.6198, -0.0025, 0.0754, -0.2594
Si, 11.6015, 11.6599, 33.6198, -0.1293, 0.2632, -0.1614
Si, 0, 4.664, 34.8565, -0.0159, 0.0654, 0.0284
Si, 3.8672, 4.664, 34.8565, 0.0228, -0.0115, -0.0452
Si, 7.7343, 4.664, 34.8565, 0.0517, 0.0364, 0.0137
Si, 11.6015, 4.664, 34.8565, 0.0113, -0.0238, -0.0259
Si, 1.9336, 11.0769, 34.8565, 0.0342, -0.0323, -0.0382
Si, 5.8008, 11.0769, 34.8565, 0.0065, 0.0077, -0.0316
Si, 9.6679, 11.0769, 34.8565, 0.0269, -0.0058, -0.034
Si, 13.5351, 11.0769, 34.8565, 0.0227, -0.038, -0.0508
Si, 0, 2.332, 35.2687, -0.1124, 0.0676, 0.1963
Si, 3.8672, 2.332, 35.2687, -0.0319, 0.0245, 0.0444
Si, 7.7343, 2.332, 35.2687, -0.0646, 0.0663, 0.1808
Si, 11.6015, 2.332, 35.2687, 0.0356, 0.0681, 0.0642
Si, 1.9336, 8.745, 35.2687, -0.0034, 0.0254, 0.0057
Si, 5.8008, 8.745, 35.2687, 0.0214, 0.0289, 0.1028
Si, 9.6679, 8.745, 35.2687, -0.0978, 0.0176, 0.0923
Si, 13.5351, 8.745, 35.2687, 0.1389, 0.0417, 0.2031
Si, 1.9336, 1.749, 0.6188, 0.0243, -0.016, -0.0068
Si, 5.8008, 1.749, 0.6188, 0.0557, 0.0022, 0.0074
Si, 9.6679, 1.749, 0.6188, -0.0109, -0.0144, -0.0151
Si, 13.5351, 1.749, 0.6188, -0.0111, 0.0281, 0.0355
Si, 0, 8.162, 0.6188, -0.0588, 0.0351, 0.0311
Si, 3.8672, 8.162, 0.6188, 0.0081, -0.0011, -0.0045
Si, 7.7343, 8.162, 0.6188, 0.0275, 0.0431, 0.0312
Si, 11.6015, 8.162, 0.6188, 0.0027, -0.0283, -0.0214
Si, 0, 5.83, 1.031, 0.0224, -0.0312, -0.0073
Si, 3.8672, 5.83, 1.031, -0.0236, 0.0208, 0.0307
Si, 7.7343, 5.83, 1.031, -0.0573, -0.0116, -0.0127
Si, 11.6015, 5.83, 1.031, -0.0119, 0.033, 0.0074
Si, 1.9336, 12.2429, 1.031, -0.0265, 0.0383, 0.028
Si, 5.8008, 12.2429, 1.031, 0.0075, -0.0156, -0.0182
Si, 9.6679, 12.2429, 1.031, -0.0212, 0.0033, -0.0014
Si, 13.5351, 12.2429, 1.031, -0.0217, 0.0156, 0.0043
Si, 1.9336, 5.247, 2.2678, -0.0204, 0.0058, 0.0323
Si, 5.8008, 5.247, 2.2678, 0.1054, -0.0017, -0.0211
Si, 9.6679, 5.247, 2.2678, 0.0018, -0.0162, 0.0091
Si, 13.5351, 5.247, 2.2678, 0.0725, -0.0448, -0.0623
Si, 0, 11.6599, 2.2678, -0.0309, -0.0429, -0.112
Si, 3.8672, 11.6599, 2.2678, 0.1327, -0.0546, -0.0648
Si, 7.7343, 11.6599, 2.2678, 0.0306, -0.0619, -0.128
Si, 11.6015, 11.6599, 2.2678, -0.0135, -0.0161, 0.0698
Si, 1.9336, 2.915, 2.68, -0.0251, -0.0036, 0.0392
Si, 5.8008, 2.915, 2.68, -0.0572, 0.0116, 0.0437
Si, 9.6679, 2.915, 2.68, 0.0063, 0.004, 0.0234
Si, 13.5351, 2.915, 2.68, 0.0083, -0.0119, 0.0252
Si, 0, 9.328, 2.68, 0.0546, -0.0487, 0.0104
Si, 3.8672, 9.328, 2.68, -0.013, -0.0134, 0.0231
Si, 7.7343, 9.328, 2.68, -0.0296, -0.0596, -0.0289
Si, 11.6015, 9.328, 2.68, -0.0048, 0.0173, 0.0321
Si, 0.3897, -0.0283, 26.5569, 0.019, -0.1476, 0.1382
Si, 3.4982, 0.0322, 26.9136, -0.0685, -0.0273, -0.0549
Si, 7.9573, 0.2691, 26.6967, 0.0347, -0.1089, -0.1385
Si, 11.1464, 0.4285, 26.7145, -0.0184, -0.1218, -0.1342
Si, 2.3313, 6.6304, 26.6903, 0.0617, -0.0529, -0.0658
Si, 5.5107, 6.4533, 26.5021, -0.0302, -0.0989, 0.0332
Si, 10.0915, 6.5853, 26.9446, 0.1057, 0.0261, -0.1486
Si, 13.1931, 6.6392, 26.7346, -0.0949, -0.0815, 0.0217
Si, 1.8214, 4.3397, 26.88, 0.0009, -0.0185, 0.0401
Si, 5.7208, 4.0684, 26.8415, -0.0101, 0.0745, 0.0348
Si, 9.7527, 4.2643, 27.2351, -0.0765, 0.0141, -0.0021
Si, 13.3497, 4.3116, 27.0872, 0.0107, 0.0361, 0.0626
Si, 0.0188, 10.5022, 27.0751, 0.0226, 0.1177, -0.0108
Si, 3.7996, 10.5323, 26.9415, 0.0268, -0.007, 0.1004
Si, 7.5572, 10.778, 26.8386, 0.0033, -0.0809, 0.0655
Si, 11.559, 10.9031, 26.7191, 0.033, -0.0321, 0.1265
Si, -0.0785, 3.6135, 28.1241, -0.0027, -0.0244, -0.0492
Si, 3.7618, 3.5328, 28.1261, 0.0315, 0.0163, -0.0981
Si, 7.6738, 3.6643, 28.2028, -0.0596, -0.0105, -0.0865
Si, 11.5892, 3.6905, 28.5557, 0.0593, 0.0199, -0.0839
Si, 1.9484, 9.9569, 28.3172, -0.037, 0.0268, -0.1117
Si, 5.7566, 9.9683, 28.1596, 0.0064, 0.0143, -0.1022
Si, 9.6294, 10.075, 28.0049, -0.0109, 0.08, -0.1171
Si, 13.4243, 10.1272, 28.1399, -0.0241, 0.0259, -0.0905
Si, -0.0587, 1.2511, 28.5596, -0.0152, 0.0609, -0.0427
Si, 3.7458, 1.2635, 28.8587, -0.0826, 0.0475, -0.0396
Si, 7.6661, 1.356, 28.7366, 0.0526, 0.1111, 0.0827
Si, 11.5103, 1.3524, 28.8216, 0.0112, 0.0942, 0.1137
Si, 1.9919, 7.6661, 28.7599, 0.0804, 0.0959, 0.0078
Si, 5.8379, 7.6111, 28.5891, -0.0026, 0.0814, -0.0371
Si, 9.7607, 7.8166, 28.8568, 0.0415, 0.0582, 0.0058
Si, 13.5157, 7.8057, 28.7267, -0.0776, 0.0806, 0.0297
Si, 1.7903, 0.6807, 29.983, 0.0177, -0.0179, -0.0471
Si, 5.7477, 0.6476, 29.919, 0.0321, -0.0366, 0.0683
Si, 9.5821, 0.6891, 29.9833, -0.0405, 0.0328, -0.0557
Si, 13.5031, 0.6753, 29.8715, 0.0513, -0.0304, -0.0363
Si, -0.0026, 7.0737, 29.8692, -0.0315, -0.033, 0.0645
Si, 3.9374, 7.0506, 29.9255, -0.0176, -0.0209, -0.01
Si, 7.7558, 7.1056, 29.8865, -0.0192, -0.0379, 0.0602
Si, 11.6578, 7.1852, 30.0702, 0.0375, -0.0103, -0.0684
Si, -0.0442, 4.7283, 30.2482, -0.0047, -0.0131, -0.0235
Si, 3.8353, 4.706, 30.2309, 0.0226, -0.0267, 0.0133
Si, 7.705, 4.7732, 30.2923, 0.0289, -0.003, 0.0286
Si, 11.5996, 4.8633, 30.5258, -0.0118, -0.014, -0.0179
Si, 1.915, 11.1691, 30.3399, -0.0253, -0.0114, 0.0163
Si, 5.7735, 11.1199, 30.2597, -0.0189, -0.0045, -0.0161
Si, 9.6203, 11.1664, 30.183, 0.0249, -0.1036, 0.0103
Si, 13.4879, 11.1791, 30.2695, -0.0062, -0.0189, -0.0009
Si, 1.9029, 4.1415, 31.5043, -0.0012, -0.0101, 0.0393
Si, 5.7691, 4.1188, 31.5106, -0.0112, -0.0071, 0.0407
Si, 9.6197, 4.1285, 31.5652, -0.0182, 0.0016, 0.0266
Si, 13.5541, 4.1211, 31.5772, 0.0011, 0.0041, 0.0075
Si, -0.0373, 10.525, 31.5146, 0.0038, 0.0184, 0.0572
Si, 3.8603, 10.5328, 31.5367, 0.003, -0.0095, 0.0593
Si, 7.7231, 10.5427, 31.4946, 0.0162, 0.018, 0.0621
Si, 11.5525, 10.5876, 31.5027, -0.0097, 0.0011, 0.0316
Si, 1.8686, 1.8164, 32.0189, 0.0423, 0.0334, 0.0179
Si, 5.7832, 1.7807, 31.9852, 0.017, 0.0252, -0.0164
Si, 9.6376, 1.7973, 32.0334, 0.0013, 0.0277, 0.0301
Si, 13.5207, 1.7847, 31.9623, -0.0121, 0.0093, 0.0279
Si, 0.0042, 8.1911, 31.96, 0.003, -0.0073, -0.0129
Si, 3.8858, 8.1923, 31.9854, -0.012, 0.024, 0.0025
Si, 7.724, 8.2171, 31.9668, -0.0179, -0.0021, -0.0031
Si, 11.621, 8.2889, 32.0865, -0.023, 0.0361, 0.019
Si, 0, 2.332, 3.9167, -0.0695, -0.1344, 0.0077
Si, 3.8672, 2.332, 3.9167, 0.1696, -0.1942, 0.0783
Si, 7.7343, 2.332, 3.9167, 0.1255, -0.0482, 0.4093
Si, 11.6015, 2.332, 3.9167, -0.1109, -0.2057, 0.1836
Si, 1.9336, 8.745, 3.9167, -0.0904, -0.2633, -0.2103
Si, 5.8008, 8.745, 3.9167, 0.1862, -0.1561, -0.107
Si, 9.6679, 8.745, 3.9167, -0.0036, -0.1681, 0.0926
Si, 13.5351, 8.745, 3.9167, -0.0541, -0.1466, 0.2738
Si, 1.9473, 6.3976, 4.3393, -0.001, -0.0015, 0.0093
Si, 5.8347, 6.399, 4.3328, 0.0148, 0.0008, 0.0127
Si, 9.6846, 6.3988, 4.3392, 0.0045, 0.0038, 0.0054
Si, 13.5542, 6.3993, 4.3258, 0.0055, -0.0039, 0.0184
Si, -0.0046, 12.809, 4.3222, -0.0073, -0.0115, 0.0063
Si, 3.9078, 12.8146, 4.3261, 0.0171, 0.0005, 0.0156
Si, 7.7565, 12.8138, 4.3145, 0.0019, -0.0031, 0.021
Si, 11.6009, 12.8143, 4.3461, -0.002, -0.0159, 0.0055
Si, 0.0103, 5.8028, 5.5873, -0.0036, -0.0111, -0.0103
Si, 3.905, 5.764, 5.5323, -0.0051, -0.036, -0.0168
Si, 7.7653, 5.785, 5.5926, -0.0077, 0.0085, -0.0032
Si, 11.6303, 5.7562, 5.5427, -0.0062, -0.0305, -0.0115
Si, 1.9549, 12.1878, 5.4932, -0.0135, -0.0552, -0.0402
Si, 5.8598, 12.2157, 5.5774, 0.0172, -0.009, -0.0132
Si, 9.6579, 12.1982, 5.58, 0.004, -0.01, -0.003
Si, 13.5394, 12.175, 5.569, 0.0094, 0.0189, -0.0059
Si, -0.0117, 3.4606, 5.9909, -0.0147, -0.0122, -0.067
Si, 3.9156, 3.4435, 6.0056, -0.0151, 0.0203, -0.0517
Si, 7.7756, 3.4589, 6.0654, 0.0168, -0.0288, -0.0396
Si, 11.5789, 3.4241, 6.0286, -0.0176, 0.0106, -0.0524
Si, 1.9211, 9.8533, 5.965, -0.0064, 0.0297, -0.0273
Si, 5.8448, 9.8676, 5.9791, 0.0023, -0.0123, -0.0445
Si, 9.669, 9.8505, 6.0141, -0.0089, 0.006, -0.034
Si, 13.5088, 9.8503, 6.0455, -0.0402, -0.0403, -0.0335
Si, 1.943, 2.8454, 7.1598, 0.0137, 0.0439, -0.0186
Si, 5.8389, 2.8718, 7.3133, 0.014, 0.0435, -0.0128
Si, 9.696, 2.8327, 7.3886, -0.0273, 0.0694, -0.005
Si, 13.5227, 2.7885, 7.2075, 0.0013, 0.023, -0.0055
Si, 0.012, 9.2629, 7.2459, 0.0018, 0.0071, 0.0294
Si, 3.8848, 9.179, 7.0741, 0.0143, 0.0132, 0.0207
Si, 7.7477, 9.2186, 7.2552, 0.0043, 0.0454, -0.0723
Si, 11.5512, 9.1842, 7.2942, 0.0597, 0.0448, -0.0223
Si, 0.0046, 6.9331, 7.6739, -0.0333, 0.0683, -0.0407
Si, 3.9571, 6.8679, 7.5923, -0.0063, 0.0233, 0.0421
Si, 7.8157, 6.8897, 7.6875, -0.0208, -0.0154, -0.0346
Si, 11.6662, 6.8263, 7.6234, -0.0197, -0.0023, 0.0537
Si, 1.9822, 13.3393, 7.5131, -0.0038, -0.0155, 0.0905
Si, 5.9287, 13.3646, 7.6521, 0.0088, -0.0248, -0.0048
Si, 9.6308, 13.3139, 7.6666, -0.0118, -0.0371, 0.0068
Si, 13.5674, 13.2958, 7.6408, 0.027, -0.0021, -0.0377
Si, 1.9864, 6.3701, 8.7994, 0.0401, -0.0847, -0.0533
Si, 5.892, 6.2937, 8.9041, -0.0223, -0.0984, -0.02
Si, 9.7606, 6.195, 8.8713, 0.1, -0.09, -0.014
Si, 13.5758, 6.1927, 8.9205, -0.0033, -0.1158, -0.0588
Si, 0.0942, 12.7296, 8.7978, 0.0363, -0.0571, 0.0196
Si, 3.9512, 12.7107, 8.67, -0.0171, -0.0045, -0.0372
Si, 7.7617, 12.6993, 9.0482, 0.0305, -0.0234, -0.1442
Si, 11.5867, 12.625, 8.7529, -0.034, -0.0394, 0.0177
Si, 1.9069, 4.0678, 9.1664, -0.0313, -0.0609, 0.1255
Si, 5.892, 3.9617, 9.4519, -0.0014, 0.0359, 0.0885
Si, 9.771, 3.8583, 9.6099, -0.04, -0.0054, 0.0527
Si, 13.5468, 3.8256, 9.3118, -0.0081, -0.0194, 0.0886
Si, 0.0827, 10.4111, 9.324, 0.0205, -0.0029, 0.0481
Si, 3.902, 10.3977, 9.0329, -0.0284, -0.0926, 0.1049
Si, 7.679, 10.3406, 9.3357, -0.0214, -0.0186, 0.1199
Si, 11.4391, 10.363, 9.3728, -0.0249, -0.0438, 0.0907
Si, 0.053, 3.351, 10.4875, 0.0134, -0.0243, -0.0497
Si, 3.7771, 3.506, 10.4173, 0.0399, -0.0259, -0.0555
Si, 7.7614, 3.2705, 10.907, 0.037, 0.0209, -0.1419
Si, 11.822, 3.0619, 10.8001, 0.011, 0.0959, -0.0298
Si, 2.1439, 9.8298, 10.4562, -0.046, 0.0396, -0.0985
Si, 5.6625, 9.7911, 10.463, 0.0182, 0.0006, -0.0527
Si, 9.4138, 9.6594, 10.7733, 0.0692, 0.0824, 0
Si, 13.5078, 9.7714, 10.3614, 0.0057, -0.0601, -0.0645
Si, 0.604, 1.0077, 10.8175, 0.0283, 0.1032, -0.0843
Si, 3.7399, 1.2045, 10.5571, -0.0423, 0.0772, 0.0276
Si, 8.1695, 0.6971, 11.3079, -0.0195, 0.0735, 0.327
Si, 11.371, 0.7659, 10.847, -0.1538, -0.0041, -0.0077
Si, 2.4133, 7.5331, 10.7891, 0.1036, 0.09, 0.0892
Si, 5.5529, 7.4366, 10.948, -0.0207, 0.0609, 0.0075
Si, 10.0812, 7.3851, 10.8591, 0.0625, 0.0106, 0.03
Si, 13.2532, 7.4853, 10.858, -0.1191, 0.1291, 0.0921
O, -3.2019, -0.5095, 20.9178, -0.0054, -0.0313, 0.0054
O, 6.5315, 6.8125, 12.1473, 0.0154, -0.015, 0.0007
O, -3.8656, 6.8391, 26.2785, -0.0482, 0.0109, 0.0189
O, 7.1574, 10.4446, 25.2271, -0.0022, 0.0128, -0.0276
O, 4.2972, -1.42, 23.3118, 0.0016, 0.0078, 0.0217
O, -2.5635, -11.7271, 17.1418, 0.0146, -0.0014, -0.0202
O, 9.0412, 18.9812, 21.1644, 0.0131, -0.0231, 0.004
O, 2.525, 10.4568, 11.977, 0.0393, 0.0099, 0.0228
O, 3.7674, 12.2108, 13.5154, -0.0144, -0.0117, -0.0187
O, 9.7075, 5.8592, 16.4892, 0.017, -0.0003, -0.0034
O, 11.1676, 9.9157, 16.0274, 0.0199, -0.0186, -0.0107
O, 12.1834, 16.1428, 12.4352, 0.0534, -0.0379, 0.057
O, 15.4855, 18.0937, 16.9503, 0.0031, 0.0016, -0.0203
O, 11.6687, 7.2676, 11.3356, 0.03, 0.0004, -0.0307
O, 2.2212, 13.7097, 11.1523, 0.0172, -0.016, 0.0082
O, 4.8768, 13.8033, 11.7626, -0.0089, -0.0143, -0.0103
O, 1.385, 7.1916, 12.0037, -0.0188, 0.0061, -0.0136
O, 15.8746, 10.4876, 15.8016, -0.0061, -0.0042, -0.0286
O, 8.1379, 18.8661, 14.2054, -0.003, 0.0012, -0.0105
O, 3.4112, 3.968, 11.9941, -0.0182, 0.0112, 0.014
O, 7.6831, 4.3578, 12.1882, -0.0085, 0.0681, 0.0251
O, 14.7278, 1.4747, 19.1274, 0.006, 0.0066, 0.0129
O, 9.3866, 12.3741, 18.0102, -0.0077, -0.0064, -0.0068
O, 9.2093, 6.5522, 11.9662, -0.0256, 0.0129, -0.0213
O, 8.3272, -4.2065, 23.8554, 0.0059, -0.0015, 0.0188
O, 10.0973, 3.4063, 25.8516, 0.0356, 0.0067, 0.0577
O, 4.5769, 6.8339, 18.2764, -0.0018, 0.0088, -0.0182
O, 9, 7.4007, 26.0279, 0.0238, -0.1203, 0.0492
O, 6.4854, 7.0776, 25.3057, 0.0566, 0.0211, -0.0388
O, 4.5863, 0.7705, 25.9644, 0.0158, -0.0087, 0.0203
O, 15.7723, 15.2567, 23.6462, 0.0029, 0.0082, 0.0246
O, 3.7468, 9.884, 25.4045, -0.0047, -0.0343, -0.0795
O, 15.0827, 0.3528, 25.1562, -0.0286, 0.0387, -0.0803
O, 7.1546, 0.9188, 25.4016, -0.0371, 0.0084, 0.007
O, -1.3188, 7.2259, 25.5241, 0.0412, 0.0275, -0.0324
O, -2.5968, 3.7455, 25.5803, -0.0461, -0.0365, -0.0109
O, 15.0627, 2.5922, 16.7412, 0.0067, 0.0065, -0.0213
O, 9.548, 0.4066, 26.2992, -0.0477, 0.051, 0.0895
O, 5.6967, 3.1445, 25.4319, -0.0008, -0.084, -0.0152
O, 1.9898, 13.1169, 26.2602, 0.0719, 0.0222, 0.0163
Si, -10.0422, 22.7431, 15.0745, -0.0104, 0.0227, 0.0246
Si, 5.2315, -4.5992, 17.6558, 0.0151, 0.0222, 0.0169
Si, 22.0544, 11.2036, 21.0758, 0.0008, 0.0104, -0.0287
Si, 2.8985, 16.3231, 13.4739, 0.0188, -0.0171, 0.0072
Si, 6.0681, 4.1639, 16.6617, 0.0085, -0.0084, 0.0173
Si, 5.6804, 1.5402, 25.0669, -0.0017, 0.0234, 0.0497
Si, -4.6704, 11.1042, 14.9507, -0.051, 0.0081, 0.0062
Si, 8.1877, -4.3422, 17.6778, -0.0166, 0.0128, 0.0217
Si, 9.779, 5.0789, 20.148, -0.0178, -0.0017, 0.0156
Si, 8.8974, 0.9642, 17.394, -0.0002, 0.0035, 0
Si, 0.8916, 12.0515, 15.971, -0.0016, 0.0064, 0.0507
Si, 15.333, 13.6986, 23.6272, -0.0074, -0.0177, -0.0012
Si, 4.7175, 12.828, 22.5702, -0.0041, -0.0071, -0.046
Si, 10.4538, 6.6709, 17.736, -0.0174, 0.0107, 0.0118
Si, -3.8082, 14.0111, 16.0656, -0.0097, 0.0015, 0.0429
Si, 12.7607, 11.4529, 12.8022, -0.0312, -0.0049, 0.0224
Si, 15.7162, 7.0885, 20.0999, 0.0048, -0.0112, -0.0068
Si, 14.4975, 14.0749, 17.5141, -0.0059, -0.0072, 0.018
Si, 9.0537, 23.9456, 18.9821, -0.0127, -0.0099, 0.0086
Si, 8.0949, 11.0642, 13.4237, 0.016, 0.0148, -0.0985
Si, -7.5127, 10.1956, 23.8061, -0.002, -0.0019, 0.0181
Si, 14.9418, 13.0711, 13.5267, 0.0044, 0.078, -0.0092
Si, 1.0725, -3.9328, 22.4014, -0.0026, 0.0062, -0.0241
Si, 7.8541, 5.9396, 12.6116, 0.0077, -0.0447, -0.0021
Si, 3.1054, 4.8088, 16.0974, 0.0128, -0.012, 0.0284
Si, -9.3198, 1.3666, 15.7513, 0.0077, -0.0042, 0.0222
Si, 0.1894, 2.554, 19.9562, -0.0028, 0.0022, -0.0125
Si, 8.0294, -5.5355, 24.745, -0.0062, 0.0506, 0.03
Si, 12.3783, 8.9763, 16.6301, -0.0077, 0.0238, 0.0388
Si, 0.5966, 16.5911, 17.2686, 0.0102, -0.0173, 0.0406
Si, 16.4542, 16.7226, 23.7484, 0.0003, 0.0056, 0.0035
Si, -0.2303, 9.0092, 15.4806, 0.0279, 0.0024, 0.0486
Si, 17.3088, 13.3641, 21.4501, 0.0037, -0.0033, -0.0296
Si, 16.451, 6.5887, 17.1825, -0.0022, 0.0121, 0.0205
Si, 15.5923, 20.0798, 13.0137, 0.0099, -0.0264, 0.0003
Si, 7.6048, 3.0728, 19.1283, -0.0148, -0.011, 0.0005
Si, -10.9529, 0.8242, 13.3551, 0.0162, -0.0096, -0.0118
Si, 7.8949, 5.9481, 22.3227, -0.0037, 0.0157, -0.0348
Si, 10.8958, 11.1618, 23.6798, 0.0113, -0.0366, -0.0065
Si, -3.7935, -2.0381, 20.8545, 0.0008, 0.0302, -0.0138
Si, -0.0304, 17.2199, 13.4165, -0.011, 0.0137, 0.0101
Si, 21.5197, 16.8483, 21.184, -0.0153, 0.0043, -0.0065
Si, -10.3541, 7.4334, 22.3407, 0.0035, -0.0033, -0.0302
Si, 3.9211, 10.7638, 12.7724, -0.0048, 0.0198, 0.0035
Si, 1.0563, 10.7883, 20.2273, 0.0066, 0.0031, -0.0127
Si, -2.4207, 2.8189, 13.7523, -0.0401, 0.0278, -0.0043
Si, 8.2687, 6.2968, 15.7913, -0.0064, 0.0022, 0.0072
Si, 18.9827, 17.7301, 22.0157, 0.0145, 0.002, -0.0307
Si, -1.4809, 9.5223, 19.2537, 0.0002, 0.0007, 0.0013
Si, 0.0079, -4.7576, 25.0796, -0.0098, 0.0301, 0.009
Si, 14.4554, 4.6979, 21.8099, 0.0019, -0.0145, -0.0389
Si, 19.5187, -2.3032, 19.3025, 0.0155, 0.0086, -0.0062
Si, 3.8501, 9.8887, 23.7738, 0.0082, -0.0045, 0.0088
Si, 11.4996, 2.9462, 25.1491, 0.0455, -0.0269, -0.034
Si, 19.532, -0.5932, 16.8577, 0, -0.0161, 0.0427
Si, 11.7005, -9.355, 22.0793, 0.0212, -0.0045, -0.0321
Si, 12.452, 13.3101, 22.2016, 0.0001, -0.0076, -0.0431
Si, 20.02, 6.3084, 19.8266, 0.0139, 0.0097, -0.0077
O, -1.284, 7.1933, 12.1868, 0.0218, -0.0008, -0.0254
O, 12.0237, 15.1222, 14.9109, 0.0079, -0.0072, -0.0194
O, -1.4964, 0.5625, 22.792, -0.0209, 0.0018, 0.0113
O, -5.247, 14.4739, 16.7048, -0.016, 0.0021, -0.0182
O, -5.0712, -2.1264, 19.8232, 0.0111, 0.0026, 0.0089
O, -3.6288, 1.3862, 25.5569, -0.006, 0.0654, 0.0199
O, 14.1747, 1.6742, 13.482, 0.0422, -0.0951, -0.0186
O, 1.3665, 7.2629, 25.5103, -0.0336, 0.0217, 0.0185
O, 5.892, 0.8058, 14.2344, 0.0173, 0.0151, -0.0004
O, 8.5892, 4.3466, 19.3171, 0.0144, 0.0031, -0.0036
O, 5.4268, 8.5483, 16.0302, -0.0052, -0.0145, -0.0015
O, 3.5263, 2.0306, 13.8441, -0.0226, 0.0259, -0.0303
O, 15.2276, 17.1787, 11.7932, 0.006, 0.0191, -0.0076
O, 7.5995, 0.8699, 16.3704, 0.0075, 0.0034, -0.0071
O, 6.181, 15.8218, 15.5231, -0.0055, 0.0053, -0.0178
O, -0.5314, 18.6703, 20.7813, 0.0042, 0.0179, -0.001
O, 18.0401, 10.2145, 19.9443, -0.0164, 0.0093, 0.0056
O, 11.7152, 7.5398, 17.1245, 0.0036, -0.0113, -0.013
O, 9.2001, 11.2785, 14.6337, 0.0495, 0.0085, -0.0005
O, 11.4149, 12.52, 15.4604, 0.0022, 0.0141, -0.017
O, 0.0137, 8.2663, 23.4658, 0.0017, -0.0016, 0
O, 18.7273, -7.3566, 20.4669, 0.0127, 0.0078, -0.0093
O, -2.6173, 4.6374, 22.076, -0.0101, -0.008, 0.0261
O, -14.2072, 16.2296, 13.6608, -0.0137, 0.0132, -0.0254
O, 6.7098, 7.0814, 22.2915, 0.0025, -0.0151, 0.0158
O, 6.0044, 12.6352, 21.5833, -0.001, 0.0011, 0.0218
O, 2.4284, 6.255, 16.4732, -0.0023, 0.0002, -0.0211
O, -0.9762, 8.0157, 19.5542, -0.0032, 0.003, 0.0006
O, 6.8107, 10.358, 14.2336, -0.0198, -0.0172, -0.0057
O, 0.4873, 10.2204, 21.6559, 0.0019, 0.0046, 0.0104
O, -4.6456, 5.6999, 19.0182, 0.0092, -0.0035, -0.0081
O, -10.6236, 0.8482, 16.6375, -0.0072, -0.0053, -0.0071
O, 5.8106, 18.0969, 20.1095, -0.0066, 0.003, 0.0015
O, 7.0218, 18.2879, 16.4387, -0.0024, -0.0006, -0.0199
O, 7.1344, 23.2644, 22.4171, 0.0012, -0.0037, 0.0163
O, 17.9469, 12.173, 16.3938, 0.0031, 0.0056, -0.0243
O, 16.5861, 0.1445, 22.8703, 0.0273, -0.0026, -0.0029
O, 8.8095, 10.0769, 12.2958, -0.0378, -0.0042, 0.035
O, 19.654, 6.1624, 22.8733, -0.0014, -0.0071, 0.0171
O, -2.5369, -2.9614, 20.4333, -0.0032, -0.0043, -0.0007
O, 9.8184, 13.4982, 11.4201, 0.067, -0.0007, -0.1113
O, 8.4896, 1.7962, 18.7217, 0.0041, 0.0003, 0.0045
O, 17.6957, 17.0761, 22.7359, 0.0029, 0.0031, 0.019
O, 0.0011, 9.5788, 25.6921, 0.0095, -0.0851, 0.0308
O, 9.3389, -5.187, 18.4502, 0.0135, -0.0022, -0.0087
O, -0.7305, 3.2801, 21.0656, 0.0071, -0.0057, 0.0093
O, 15.679, 8.5677, 13.9704, 0.0002, 0.0196, -0.0178
O, 4.2481, 9.6677, 13.9521, 0.0106, -0.0009, -0.0189
O, -0.2235, 4.8895, 23.2456, -0.0059, -0.0075, 0.0183
O, 16.9194, 1.9807, 20.8183, -0.0114, -0.0068, -0.0043
O, 7.7468, 12.4657, 12.561, 0.0196, -0.1013, -0.0083
O, 2.0723, 16.4523, 16.5757, -0.0113, 0.0099, -0.0152
O, 3.4433, 0.4683, 21.6715, -0.006, 0.0021, 0.0158
O, 12.1063, 14.7879, 21.6169, -0.0018, -0.0021, 0.0205
O, 19.7041, 9.3741, 18.1843, 0.0021, -0.0161, -0.0252
O, -3.9586, 10.7207, 13.5283, 0.0274, 0.0108, -0.0296
O, 19.5504, 11.9404, 18.4749, 0.0042, -0.0001, -0.0052
O, 9.2693, 11.1684, 23.8315, 0.0114, -0.0066, 0.0007
O, 4.6338, 16.5269, 21.9137, 0.0084, 0.0119, 0.0051
O, 3.9097, 6.7749, 26.1572, -0.0069, 0.016, 0.0235
O, 3.9525, 7.1815, 11.3405, -0.0333, -0.0255, -0.0228
O, 1.1772, 19.5766, 18.8009, -0.0098, 0.0004, -0.0007
O, 18.8738, 4.6572, 14.5011, 0.001, 0.0236, 0.0002
O, 13.5932, 8.8612, 15.5293, -0.0116, -0.0021, -0.0286
O, 4.9995, 11.1532, 16.055, -0.0068, 0.0055, -0.018
O, -10.5441, 8.7656, 23.2531, 0.002, -0.0147, 0.0201
O, -8.2718, 4.483, 22.2451, -0.0035, -0.0062, 0.0068
O, 0.281, 5.9113, 13.9286, 0.0054, 0.0007, -0.0245
O, 11.2542, 10.2663, 22.3554, 0.0075, -0.0031, -0.0104
O, 15.8412, 7.9619, 16.5828, 0.004, -0.0106, -0.0143
O, 11.1829, 3.2549, 23.5985, -0.0087, 0.0018, 0.0116
O, 14.0332, 4.0516, 14.1923, 0.0179, -0.001, -0.029
O, 24.0611, 10.0314, 17.8594, 0.0044, 0.0022, -0.0089
O, 11.4451, -0.1448, 23.3545, -0.0039, 0.0052, 0.0166
O, 15.3449, 10.4544, 19.1417, 0.003, -0.0056, 0.002
O, 15.4295, 12.8723, 11.986, -0.0321, 0.0045, 0.0949
O, -1.6328, 11.9412, 13.9291, 0.0007, 0.0058, -0.05
O, 0.7965, 16.4351, 18.8803, -0.0016, -0.0015, -0.0076
O, 0.7034, -12.7538, 14.5736, -0.0253, 0.0173, -0.0503
O, 11.5468, 10.5332, 25.0669, -0.0257, 0.0194, -0.1103
O, 5.2252, 10.7651, 11.7626, -0.0453, 0.0144, 0.0136
O, 22.17, 15.5571, 20.4442, 0.0101, 0.0063, 0.0023
O, 17.0245, 3.9929, 25.2654, -0.0114, -0.0045, -0.0362
O, 15.3685, -0.0597, 17.0667, -0.0038, 0.0062, -0.0224
O, 6.5072, 16.2194, 18.0001, 0.0045, 0.0008, -0.0058
O, 1.2428, 7.773, 21.2135, -0.0036, -0.0065, 0.0079
O, 13.5582, -2.4428, 11.9013, -0.0395, 0.0318, -0.0313
O, 16.7338, -0.4438, 20.2921, -0.0008, -0.0052, 0.0135
O, 2.4346, 9.373, 23.1479, -0.0204, -0.0102, 0.0083
O, 8.5347, 6.0421, 23.8233, 0.0067, -0.0179, 0.0172
O, 10.5437, 3.9814, 21.0674, -0.0099, 0.0163, -0.0002
O, 4.5287, 4.6222, 16.8392, -0.0011, 0.0043, -0.0166
O, 20.7533, 10.4641, 20.3827, -0.0069, 0.001, 0.0034
O, 4.6932, 7.6556, 20.7684, -0.0086, -0.0182, 0.0027
O, 13.1162, 9.6904, 17.8939, -0.0016, -0.0062, -0.0134
O, 6.7174, 8.2746, 18.3371, -0.0098, -0.0015, -0.009
O, 5.1992, 1.2187, 23.5499, -0.003, -0.0309, -0.0121
O, 8.149, 7.9104, 16.1321, 0.0004, -0.006, -0.0159
O, 12.2761, 12.7642, 11.9481, 0.0479, -0.0669, 0.0259
O, 23.2805, -1.4364, 20.0166, 0.0133, -0.0009, -0.0069

Results
free energy: -248718.916 eV
free energy less fixed offsets of O -568.88, Si -635.61 eV per atom: -3.456 eV

The program warned: the cutoff lies below the one the program advises for these potential files; the exchange-correlation potential is rough where the density is thin.
